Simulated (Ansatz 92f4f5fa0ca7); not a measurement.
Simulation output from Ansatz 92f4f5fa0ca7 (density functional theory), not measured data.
Periodic cell of 345 atoms, Si203O142, from a study of silicon, its oxide and their interface. The atomic structure is a simulated model.
This geometry differs little from another in the collection (a relaxation step or a small displacement).

Settings
functional: PBE
potential files: Ansatz PAW
basis: plane waves
wave-function cutoff: 700 eV
density cutoff ratio: 5
exchange-correlation grid ratio: 1
k mesh: 2 x 2 x 1, shifted by 0.5 0.5 0.5 of a step
self-consistency stop: 5e-08 eV per atom in the density residual
occupations: fixed
spin: none
net charge: 0

Cell vectors (angstrom)
a 15.4687 0 0
b 0 12.8259 0
c 0 0 29.5335

Atoms: element, x, y, z (angstrom)
Si 0.2875 -0.0743 23.6357
Si 3.4524 12.7366 23.593
Si 8.067 12.6998 23.5506
Si 11.2314 0.111 23.5844
Si 2.234 6.4764 23.5816
Si 5.4247 6.5211 23.5337
Si 9.8577 6.3913 23.7367
Si 13.0078 6.2999 23.6484
Si 1.8192 4.1322 23.8378
Si 5.6307 4.1709 23.7424
Si 9.5948 4.0551 23.8137
Si 13.4151 4.0224 24.1677
Si -0.0859 10.3853 23.9982
Si 3.7958 10.4193 23.836
Si 7.734 10.3955 24.0015
Si 11.616 10.6382 24.1145
Si -0.0165 3.5357 25.237
Si 3.7778 3.5053 25.0928
Si 7.6149 3.4728 24.9786
Si 11.4299 3.4765 25.2615
Si 1.9118 9.8483 25.1748
Si 5.7326 9.9578 25.1708
Si 9.6676 9.9108 25.2651
Si 13.507 9.998 25.3388
Si 0.014 1.1694 25.6515
Si 3.8159 1.1701 25.5818
Si 7.6932 1.1486 25.5411
Si 11.5271 1.1803 25.6664
Si 1.9283 7.5474 25.6694
Si 5.769 7.629 25.6076
Si 9.6576 7.5925 25.7358
Si 13.4872 7.6243 25.5857
Si 1.9329 0.5847 26.8817
Si 5.7696 0.5978 26.8121
Si 9.5985 0.5982 26.8674
Si 13.5128 0.6101 26.8416
Si -0.0453 6.9962 26.8318
Si 3.8712 6.9831 26.875
Si 7.6873 6.976 26.8518
Si 11.6114 6.995 26.8915
Si 0.001 4.6789 27.291
Si 3.8617 4.6385 27.2202
Si 7.7155 4.615 27.1622
Si 11.5817 4.6751 27.2882
Si 1.9361 11.0685 27.239
Si 5.7805 11.0979 27.2525
Si 9.654 11.1036 27.2945
Si 13.5373 11.1361 27.3508
Si 1.9336 4.081 28.5004
Si 5.8008 4.081 28.5004
Si 9.6679 4.081 28.5004
Si 13.5351 4.081 28.5004
Si 0 10.494 28.5004
Si 3.8672 10.494 28.5004
Si 7.7343 10.494 28.5004
Si 11.6015 10.494 28.5004
Si 1.9336 1.749 28.9126
Si 5.8008 1.749 28.9126
Si 9.6679 1.749 28.9126
Si 13.5351 1.749 28.9126
Si 0 8.162 28.9126
Si 3.8672 8.162 28.9126
Si 7.7343 8.162 28.9126
Si 11.6015 8.162 28.9126
Si 0 1.166 0.6159
Si 3.8672 1.166 0.6159
Si 7.7343 1.166 0.6159
Si 11.6015 1.166 0.6159
Si 1.9336 7.579 0.6159
Si 5.8008 7.579 0.6159
Si 9.6679 7.579 0.6159
Si 13.5351 7.579 0.6159
Si 1.9336 5.247 1.0281
Si 5.8008 5.247 1.0281
Si 9.6679 5.247 1.0281
Si 13.5351 5.247 1.0281
Si 0 11.6599 1.0281
Si 3.8672 11.6599 1.0281
Si 7.7343 11.6599 1.0281
Si 11.6015 11.6599 1.0281
Si 0 4.664 2.2648
Si 3.8672 4.664 2.2648
Si 7.7343 4.664 2.2648
Si 11.6015 4.664 2.2648
Si 1.9336 11.0769 2.2648
Si 5.8008 11.0769 2.2648
Si 9.6679 11.0769 2.2648
Si 13.5351 11.0769 2.2648
Si 0 2.332 2.6771
Si 3.8672 2.332 2.6771
Si 7.7343 2.332 2.6771
Si 11.6015 2.332 2.6771
Si 1.9336 8.745 2.6771
Si 5.8008 8.745 2.6771
Si 9.6679 8.745 2.6771
Si 13.5351 8.745 2.6771
Si 1.9384 1.7115 3.8755
Si 5.8277 1.729 3.9207
Si 9.6622 1.7874 3.9653
Si 13.544 1.717 3.9052
Si 0.0296 8.1819 3.9482
Si 3.8568 8.1551 3.932
Si 7.7566 8.1989 3.9513
Si 11.5897 8.173 3.9343
Si 0.0186 5.8389 4.2545
Si 3.8943 5.8235 4.3324
Si 7.73 5.8491 4.2839
Si 11.609 5.8385 4.3279
Si 2.0128 12.2236 4.3033
Si 5.8443 12.2243 4.3597
Si 9.7253 12.2718 4.2829
Si 13.5785 12.2148 4.3601
Si 1.925 5.1897 5.4613
Si 5.8415 5.2198 5.5476
Si 9.6443 5.2737 5.5154
Si 13.5863 5.2132 5.4744
Si 0.1069 11.6512 5.5377
Si 3.9107 11.6166 5.6039
Si 7.8383 11.7304 5.5514
Si 11.6118 11.6651 5.5767
Si 1.9539 2.8626 5.9227
Si 5.9074 2.8656 6.0019
Si 9.6512 2.9798 6.0794
Si 13.5943 2.865 5.9658
Si 0.1672 9.352 6.0491
Si 3.8727 9.2676 6.04
Si 7.8728 9.3876 6.0485
Si 11.5777 9.3108 6.0339
Si 0.0621 2.254 7.2189
Si 3.9243 2.2926 7.1201
Si 7.7526 2.4698 7.4967
Si 11.6565 2.4223 7.2423
Si 2.0432 8.632 7.4651
Si 5.8866 8.8031 7.1635
Si 9.7258 8.7027 7.4739
Si 13.6118 8.8431 7.113
Si 0.4538 12.7628 7.5945
Si 3.633 -0.05 7.6749
Si 8.1769 12.9354 7.5931
Si 11.3402 0.0639 7.6132
Si 1.584 6.3214 7.4876
Si 6.1459 6.4441 7.5617
Si 9.3238 6.3572 7.5926
Si 13.9141 6.4931 7.4234
O 11.426 6.5705 23.252
O 3.8206 6.6875 23.1406
O 9.753 12.6945 8.0769
O 2.0337 12.559 8.0944
O 1.8642 0.1418 23.1437
O 9.639 0.1885 23.1076
O -0.0062 6.2113 7.9481
O 7.7245 6.1967 8.0731
O 3.9869 3.3333 8.4072
O 15.4818 3.1123 8.6443
O 7.5887 3.3272 8.9493
O 5.8283 9.7874 8.501
O 9.7722 9.3561 9.0351
O 12.3099 12.2063 8.7637
O 12.8893 5.882 8.5377
O 10.2682 5.5207 8.6578
O 2.22 9.0994 9.0867
O 5.0711 5.8218 8.6536
O 13.524 9.7895 8.4836
O 14.9726 12.0645 8.7452
O 7.2118 12.1566 8.6534
O 4.5765 12.1262 8.8901
O 2.4638 5.5566 8.6386
O 11.7943 3.369 8.6164
O 5.3475 3.6731 22.1701
O 4.4195 0.4772 22.3819
O 13.4906 3.0962 22.7969
O 15.0629 9.2679 22.7769
O 7.1087 0.3953 22.3168
O 6.2915 7.1698 22.2704
O 9.7486 3.4136 22.273
O 12.1113 0.8438 22.3797
O 13.7636 6.6306 22.2362
O 1.6521 3.3033 22.4009
O 8.9247 7.0518 22.5625
O 14.727 0.6429 22.5705
O 3.8402 9.6829 22.3211
O 1.3376 7.224 22.4259
O 7.6724 9.4396 22.6435
O 11.8546 9.7056 22.7731
Si 14.253 9.931 17.1917
Si 11.7115 4.9234 9.1214
Si 7.4381 3.8461 10.5097
Si 12.9449 11.9279 19.2759
Si 8.6397 2.4078 16.8903
Si 13.5755 7.24 20.7316
Si 10.0225 8.9678 10.6198
Si 6.8128 5.3406 15.0697
Si 9.7858 2.0247 14.3117
Si 3.7857 11.1003 15.5077
Si 14.7331 6.7931 16.8641
Si 13.6051 11.2761 9.1504
Si 1.7821 3.028 20.7984
Si 9.4535 8.5395 19.7129
Si 5.749 0.4001 21.4293
Si 1.5372 1.2942 12.1055
Si 8.9964 6.2433 11.5823
Si 7.172 1.654 12.7381
Si 3.0699 9.5968 20.8675
Si 9.6518 3.4974 20.6344
Si 6.0266 6.9507 17.3777
Si 5.0085 3.1618 20.6536
Si 13.5168 1.6434 22.0947
Si 3.2242 6.728 12.6544
Si 15.0401 1.3024 19.6888
Si 8.6558 9.7734 13.2733
Si 14.858 7.6307 11.8939
Si 4.6581 11.5437 19.2451
Si 7.7002 7.9543 21.9773
Si 13.3086 11.4026 14.6384
Si 11.2804 5.8639 19.2371
Si 12.4736 3.3954 14.1771
Si 11.7987 9.7699 21.1653
Si 6.156 10.0085 17.1125
Si 0.4973 8.4198 21.6975
Si 10.2009 0.7503 18.9573
Si 3.116 11.2956 12.547
Si 10.287 11.8287 15.109
Si 14.9291 1.3383 14.5426
Si 6.1668 2.3121 15.5861
Si 1.1171 4.9892 18.5307
Si 6.3196 11.4435 12.2371
Si 3.8476 4.8122 9.0568
Si 1.5987 9.6235 16.8729
Si 1.9601 8.8323 10.6931
Si 3.1194 7.4434 18.6754
Si 9.4467 6.8379 14.4484
Si 8.9593 11.0079 17.8503
Si 6.2122 5.9503 12.1268
Si 7.2297 4.4662 18.9749
Si 1.0221 2.262 17.1641
Si 3.8614 0.8482 16.9699
Si 13.4067 4.7902 11.5386
Si 12.8803 9.9909 11.759
Si 11.8434 5.7211 16.1356
Si 15.593 3.0559 10.2606
Si 2.5552 4.0447 11.6444
Si 5.9617 11.261 9.1723
Si 1.1262 7.6732 14.6155
O 9.2531 12.1971 18.9805
O 13.1969 10.7506 18.1469
O 10.2848 7.1601 19.4209
O 1.1528 4.1813 10.8337
O 11.7775 0.2282 18.908
O 8.049 3.5332 17.9066
O 3.8952 -0.1069 15.64
O 6.3405 10.9201 10.7045
O 3.3843 3.0578 20.4068
O 12.6982 8.5827 20.5746
O 4.7162 11.6005 12.4859
O 9.2433 9.4891 18.4028
O 1.4619 9.5744 21.0841
O 10.7896 4.525 20.0439
O 5.7204 11.9427 20.4293
O 9.8871 1.9288 20.1003
O 6.6579 8.4529 17.1611
O 6.5509 3.8854 15.7219
O 1.0304 1.5915 20.4394
O 8.95 9.5895 11.6753
O 9.9327 11.26 16.5826
O 11.9616 4.2461 15.461
O 13.0049 4.4669 13.0754
O 7.0069 5.9618 18.2872
O 4.3982 0.0068 18.2747
O 7.4362 11.0161 17.2423
O 13.8251 2.0245 20.5314
O 9.3602 3.0201 15.5489
O 8.6805 2.0968 13.1366
O 4.5513 7.1221 18.0066
O 4.8068 2.0861 16.4644
O 0.3557 1.4187 13.1989
O 12.9862 10.76 13.1825
O 8.789 4.7217 10.9503
O 0.4831 6.6819 15.754
O 5.712 4.0685 19.4793
O 2.7212 7.5223 11.3141
O 0.3203 10.4238 17.5031
O 15.2432 5.8387 18.1026
O 14.1517 3.4688 10.9033
O 14.4075 -0.2086 14.6705
O 5.2475 10.269 18.4356
O 14.3312 8.3003 17.4065
O 1.1736 9.1122 15.3762
O 9.7303 0.4943 14.8447
O 5.8081 6.3383 15.873
O 9.6944 10.8455 13.9457
O 9.8101 1.5094 17.5717
O 5.7216 1.7101 20.4766
O 15.119 7.741 20.4614
O 7.9999 8.1463 20.3791
O 9.7507 6.0895 13.0237
O 9.8814 7.3233 10.7114
O 0.3706 8.4315 10.8397
O 0.9647 4.1885 19.9607
O 5.2472 10.3722 15.7726
O 0.7302 1.575 10.6838
O 6.9836 2.5207 11.3652
O 13.3629 6.2945 16.1552
O 3.3277 10.9547 19.9908
O 7.1147 10.3918 13.2412
O 11.8948 11.9982 15.1308
O 13.5161 8.5184 11.9712
O 8.2076 4.2506 20.2933
O 0.1264 7.6255 13.3414
O 14.3844 6.1147 11.4798
O 2.8155 10.672 16.7394
O 12.3781 11.1914 20.6234
O 15.2665 1.8751 18.1837
O 13.8256 10.2239 15.6415
O 3.4514 8.1993 20.0955
O 3.0154 10.7723 14.1013
O 14.4301 12.5988 19.5339
O 2.4923 10.1503 11.539
O 1.3787 3.8547 17.3588
O 6.4971 5.1145 13.4955
O 10.8317 6.7494 15.3282
O 13.6745 2.3632 14.5306
O 2.6532 7.3917 14.0508
O 2.3978 1.4117 17.3959
O 11.2972 5.5133 17.6527
O 11.2076 2.4891 13.6738
O 6.1192 1.9249 13.9873
O 2.6425 2.5223 12.2608
O 7.0375 12.9002 12.3719
O 2.291 -0.1463 12.2177
O 2.1242 8.3863 17.7875
O 12.8171 6.1779 19.7513
O 2.6515 5.193 12.7966
O 8.3085 5.9798 15.2537
O 7.5013 6.9261 11.8306
O 7.3669 1.4978 16.369
O 11.4245 9.6368 11.1148
O 11.9852 4.9769 10.7311
O 0.4705 1.8444 15.7058
O 10.2504 9.5059 20.7591
O 13.6475 11.02 10.752
O 2.3669 6.0039 18.7905
O 8.8939 8.3731 14.134
O 6.2342 4.91 10.8629
O 3.7573 4.4581 10.638
O 4.8478 6.7761 12.4369

Results
free energy: -209836.625 eV
free energy less fixed offsets of O -569.03, Si -635.61 eV per atom: -5.535 eV

Forces (eV/angstrom), in the order of the atoms: element, x, y, z
Si 0.0029 0.0271 -0.0085
Si -0.0053 0.0309 -0.0286
Si -0.0017 0.0292 -0.0148
Si -0.0112 0.0398 -0.0376
Si 0.0034 0.0275 -0.0074
Si -0.0054 0.0245 -0.033
Si -0.0006 0.0214 -0.0217
Si -0.0035 0.0201 -0.0262
Si -0.002 -0.0152 -0.0481
Si -0.0243 -0.0055 -0.0499
Si 0.0297 -0.0147 -0.0481
Si -0.0041 -0.0186 -0.0292
Si -0.0168 -0.0154 -0.0428
Si 0.0009 -0.0289 -0.0441
Si 0.0106 -0.0253 -0.0363
Si 0.0163 -0.0315 -0.0429
Si 0.0154 -0.0357 0.0397
Si 0.0043 -0.03 0.0306
Si -0.0036 -0.0344 0.0565
Si 0.0039 -0.0119 0.0109
Si 0.0021 -0.0302 0.0374
Si -0.0055 -0.0351 0.0324
Si 0.0001 -0.0296 0.0322
Si 0.0033 -0.0433 0.0461
Si 0.0132 0.0228 -0.0039
Si -0.0074 0.0319 0.0011
Si 0.0034 0.0354 -0.0024
Si -0.0047 0.026 0.0167
Si 0.0117 0.0329 -0.0098
Si -0.0027 0.0205 -0.0052
Si 0.0092 0.0324 0.0016
Si -0.009 0.0321 0.006
Si -0.0018 -0.0074 0.0157
Si 0.0017 -0.0084 0.0282
Si -0.0064 -0.0063 0.0123
Si -0.0073 -0.0156 0.0159
Si -0.0111 -0.0152 0.0361
Si 0.0021 -0.0074 0.0135
Si -0.0109 -0.0105 0.0262
Si 0.0093 -0.0025 0.0052
Si 0.0048 0.0161 -0.0201
Si 0.0049 -0.001 -0.0282
Si -0.0045 0.0143 -0.0214
Si -0.006 -0.0078 -0.0163
Si 0.0069 0.0042 -0.0229
Si -0.003 0.0027 -0.0322
Si -0.0059 -0.0044 -0.0274
Si 0.0049 0.008 -0.025
Si 0.139 0.0542 -0.0299
Si 0.0024 -0.1035 -0.3906
Si -0.3379 0.0198 -0.1686
Si -0.0928 -0.0699 0.0088
Si 0.2149 0.0333 0.1525
Si -0.0371 0.0093 -0.0663
Si -0.2129 -0.0028 -0.0557
Si -0.1161 0.1147 0.2378
Si -0.0059 0.0263 0.2066
Si -0.0335 -0.0007 -0.1957
Si -0.0961 0.0549 0.1215
Si -0.0142 0.1097 0.0051
Si -0.0923 -0.0144 -0.1317
Si 0.0229 -0.0124 0.1309
Si -0.1376 -0.1032 -0.0194
Si 0.0416 0.0759 0.2529
Si 0.0101 0.0174 -0.0168
Si 0.0419 -0.0069 0.0019
Si 0.0824 0.0117 -0.0078
Si -0.0578 -0.0608 -0.0163
Si 0.0273 -0.0131 -0.0017
Si 0.0295 -0.0154 0.07
Si 0.0093 0.0115 0.0021
Si 0.0259 -0.0238 0.0655
Si 0.0166 -0.0495 -0.0475
Si 0.0341 0.035 -0.0598
Si -0.1458 -0.0226 -0.0382
Si -0.0162 -0.0136 -0.045
Si 0.0937 0.004 0.0453
Si -0.0721 -0.0009 -0.0045
Si -0.0389 -0.0037 0.0267
Si -0.0855 -0.0544 0.0139
Si 0.0325 -0.0774 -0.4803
Si 0.0534 -0.0049 0.0111
Si -0.0157 0.0301 -0.2386
Si 0.0357 0.0224 0.003
Si 0.1298 -0.0755 -0.1583
Si 0.0346 0.0094 0.1529
Si 0.1128 0.0365 -0.1865
Si 0.0392 -0.0169 0.1359
Si -0.0267 -0.1083 -0.0839
Si 0.2102 0.013 0.0954
Si 0.0993 -0.0365 0.0653
Si -0.0507 0.0562 0.2486
Si 0.045 -0.012 -0.0142
Si 0.0466 0.0872 0.3365
Si 0.0075 0.0013 0.015
Si 0.0877 0.0865 0.3597
Si -0.0006 0.0124 0.0242
Si 0.0029 -0.0115 0.0188
Si -0.0032 0.0015 0.024
Si -0.0034 -0.013 0.0174
Si 0.0015 0.004 0.0168
Si 0.0005 -0.006 0.022
Si 0.0005 -0.0075 0.0177
Si 0.0009 -0.0095 0.0187
Si 0.0031 0.0015 -0.009
Si 0.0054 0.0076 -0.032
Si -0.0015 0.0133 -0.023
Si 0.0018 0.0104 -0.0325
Si 0.0054 0.0005 -0.0105
Si -0.0067 0.0125 -0.0346
Si 0.0054 0.0041 -0.0147
Si -0.0017 0.0147 -0.0303
Si -0.0172 -0.031 0.0009
Si 0.0141 -0.0311 0.0039
Si -0.0155 -0.0329 0.0097
Si 0.0157 -0.0266 0.0074
Si 0.0106 -0.037 -0.0176
Si -0.0207 -0.0352 0.0058
Si 0.0108 -0.0429 -0.0057
Si -0.0255 -0.0329 0.0031
Si 0.0026 0.0327 -0.0355
Si 0.0054 0.0514 -0.0439
Si -0.001 0.0374 -0.0419
Si 0.0009 0.0448 -0.0395
Si 0.0184 0.0245 -0.0327
Si -0.0226 0.0467 -0.0523
Si 0.0133 0.0315 -0.0367
Si -0.023 0.0437 -0.0471
Si -0.0021 0.0268 0.0391
Si -0.0113 0.0182 0.0411
Si -0.0131 0.0285 0.0489
Si 0.0056 0.0149 0.0386
Si 0.0037 0.0167 0.0504
Si 0.0059 0.0039 0.0434
Si -0.0051 0.0136 0.0587
Si -0.0024 0.0063 0.0404
Si 0.0086 -0.0335 0.0369
Si 0.0032 -0.0263 0.0082
Si 0.0109 -0.0367 0.027
Si 0.0017 -0.0238 0.0132
Si -0.006 -0.0306 0.0154
Si 0.0024 -0.0145 0.0227
Si -0.0054 -0.0254 0.0137
Si 0.0006 -0.0165 0.0123
O -0.0107 -0.0019 0.0013
O 0.0041 -0.0044 -0.0068
O -0.0083 0.0078 0.0034
O -0.0054 0.0077 0.001
O 0.0022 -0.0037 -0.0073
O 0.0125 -0.0108 -0.0009
O 0.0081 0.0016 0.0022
O 0.0083 0.0056 -0.0013
O 0.001 0.0127 -0.0038
O 0.0025 -0.0189 0.0134
O 0.0057 -0.0227 -0.0095
O -0.0005 0.0156 0.0012
O 0.0069 -0.0251 -0.0012
O 0.0174 -0.0142 0.0047
O -0.018 -0.02 0.0038
O 0.0118 0.0001 -0.0025
O -0.014 -0.015 0.0031
O -0.0126 -0.0215 0.0083
O 0.0035 0.0238 0.0101
O -0.0094 -0.0007 -0.0071
O -0.0077 -0.0022 -0.0057
O 0.0186 -0.0109 0.0014
O 0.0214 -0.0069 0.0012
O -0.0059 0.0145 0.0057
O 0.006 0.0016 -0.0135
O 0.0175 -0.0113 -0.0114
O -0.0033 -0.0166 -0.0048
O 0.0182 0.0133 0.0024
O -0.015 -0.0055 -0.0144
O 0.0142 0.0061 0.004
O -0.0128 0.0175 -0.0165
O 0.0085 -0.0052 0.0094
O -0.0203 -0.0013 -0.0198
O 0.0111 0.0101 -0.0117
O -0.0167 0.0172 -0.0089
O -0.0152 0.0119 -0.013
O -0.0256 0.0172 -0.0047
O -0.0016 0.0212 -0.0126
O 0.0034 -0.0137 -0.0044
O -0.0079 0.0183 -0.0144
Si -0.001 -0.0013 0
Si 0.0072 0.0046 -0.0068
Si -0.0013 0.0023 0.0092
Si -0.0011 0.0006 0.0003
Si 0.0017 0 -0.0033
Si 0.0056 -0.0092 0.0032
Si -0.0006 0.0011 0.006
Si -0.0007 -0.0036 0.0049
Si 0.0018 0.0018 -0.0018
Si 0.0003 0.0015 -0.0008
Si -0.001 -0.0023 0.0015
Si -0.0033 -0.0053 -0.0053
Si -0.0041 -0.0024 -0.0037
Si -0.0082 -0.0016 0.0017
Si 0.0027 -0.0069 -0.0004
Si -0.0071 -0.0003 0.0031
Si 0.0052 0.0005 0.0034
Si -0.0017 -0.0031 0.0023
Si -0.003 -0.0017 -0.0078
Si -0.0002 0.003 0.008
Si 0.0026 0.0006 -0.0021
Si -0.0005 0.0034 -0.0082
Si 0.0035 0.0087 0.0085
Si -0.0003 0.0049 0.0067
Si -0.0045 -0.0021 -0.0003
Si -0.0025 0.0016 0.0038
Si -0.0038 0 0.0024
Si 0.0014 0.0001 0.0014
Si 0.0023 -0.0035 0.0045
Si 0.0001 -0.0018 0.0023
Si 0.0045 -0.0032 -0.0015
Si 0.0012 -0.0036 0.0047
Si 0.0003 0.0017 -0.0018
Si 0.0012 -0.0014 -0.0024
Si -0.0032 -0.0055 -0.0019
Si 0.0025 0.0002 0.0004
Si -0.0007 -0.0016 0.0089
Si 0.0026 0.0018 0.0014
Si 0.0006 0.0035 -0.0001
Si -0.0038 0.0009 0.0036
Si -0.0032 0.0002 -0.0004
Si 0.0015 0 0.001
Si -0.0012 0.0027 -0.0062
Si -0.0041 0.0048 -0.0014
Si -0.0038 -0.0011 0.0005
Si 0.0011 -0.0031 0.0019
Si 0.002 0.0003 0.0055
Si -0.0008 0 -0.0045
Si -0.0026 0.0014 0.0005
Si 0.0022 0.0048 0.0015
Si 0.0007 -0.0001 -0.0031
Si 0.0005 0.0036 -0.0022
Si -0.0036 -0.0027 0.0049
Si 0.0019 0.0013 0.0058
Si 0.0007 -0.001 -0.0005
Si -0.004 0.0002 0.0058
Si 0.0028 0.0055 0.0056
Si -0.0055 -0.0023 0.001
Si 0.0007 0.0004 0.0047
O 0.019 -0.0015 -0.0246
O 0.014 0.007 0.0034
O -0.0012 0.0032 -0.0023
O 0.0138 -0.0306 0.0092
O -0.0116 -0.0088 0.0055
O 0.0006 -0.0133 -0.031
O -0.001 -0.0239 0.0191
O 0.008 0.0122 0.0076
O 0.0051 0.0055 0.0143
O -0.0078 0.0145 0.0134
O 0.0043 0.0101 -0.0074
O -0.004 0.0106 0.0071
O 0.0267 -0.0239 0.0071
O -0.0144 0.0011 -0.0044
O -0.0226 0.0156 -0.0081
O 0.0061 0.0161 -0.0059
O -0.0226 0.0045 -0.0018
O -0.0045 -0.018 -0.0046
O -0.0065 0.0333 -0.0044
O 0.0105 -0.0127 0.0035
O -0.0165 0.007 -0.0017
O 0.0092 0.0067 -0.0167
O 0.0038 -0.0163 -0.0114
O -0.015 -0.0011 -0.0152
O 0.0014 -0.0196 -0.0083
O -0.0013 -0.0253 0.0045
O 0.0175 -0.0165 0.0018
O -0.0059 -0.0321 -0.015
O -0.0038 -0.0101 0.0252
O 0.0071 0.0056 -0.0015
O 0.009 -0.0026 0.0019
O 0.0077 -0.002 0.001
O 0.0073 -0.0106 0.0032
O -0.0141 0.0144 0.0041
O -0.0146 0.0052 0.001
O 0.0032 -0.0043 0.0159
O -0.0106 0.0133 0.0135
O -0.0077 -0.0185 -0.0212
O 0.0226 -0.0011 -0.019
O 0.0008 0.0243 -0.0051
O -0.0086 0.0089 -0.003
O 0.0083 0.013 -0.0153
O 0.0094 0.0038 -0.0073
O 0.008 -0.0039 0.0199
O 0.0052 -0.0002 -0.0099
O 0.0195 0.0019 0.0157
O -0.013 0.0007 0.0071
O -0.0148 0.0011 0.0123
O -0.0147 0.0028 0.0238
O 0.0123 0.0179 0.0136
O 0.0276 0.0064 0.0101
O -0.0279 0.0232 -0.0024
O -0.0164 0.014 0.0099
O 0.0089 -0.0066 0.0112
O 0.0204 -0.0212 -0.0116
O -0.0075 0.0098 0.0273
O 0.01 0.0291 0.0037
O -0.0023 -0.005 -0.0155
O -0.0068 -0.0072 0.009
O 0.0179 -0.0131 0.0068
O 0.0045 0.0187 -0.0138
O 0.012 -0.0107 -0.0097
O 0.0208 0.0023 -0.001
O 0.0082 -0.0042 0.0078
O 0.0027 0.0009 -0.0158
O -0.0126 -0.0024 0.0103
O -0.0074 -0.0152 -0.023
O -0.0006 -0.0172 -0.015
O 0.0171 0.0016 0.0081
O -0.0053 0.02 0.0125
O -0.0169 0.0222 -0.0151
O -0.0028 0.0088 0.0029
O -0.0161 -0.0009 -0.0109
O 0.0022 -0.007 0.0002
O -0.0187 -0.0133 0.0233
O 0.0095 0.0183 -0.0064
O -0.0037 -0.0229 0.0017
O 0.0028 -0.0022 -0.0106
O -0.0173 0.0062 -0.019
O 0.0009 0.0099 -0.0132
O 0.0131 0.0146 -0.0004
O -0.0015 0.0067 0.0213
O 0.0292 0.0055 0.0059
O -0.0323 0.0006 -0.0184
O -0.0119 -0.0032 0.0014
O 0.0031 0.0035 -0.0019
O 0.0081 0.006 -0.0033
O -0.0277 -0.0024 -0.0004
O 0.0014 -0.0042 -0.0251
O 0.0008 0.0037 -0.0271
O 0.0169 -0.033 0.0039
O -0.0001 0.039 -0.0069
O 0 0.0042 -0.0144
O 0.0127 -0.0112 -0.0105
O -0.007 -0.0003 -0.001
O 0.0128 -0.0163 -0.0128
O -0.0161 -0.0116 -0.0171
O -0.0145 0.0085 -0.0131
O 0.0074 -0.0133 -0.0137
O 0.0104 0.002 0.0065
O -0.0236 0.0007 -0.0079
O 0.002 -0.0134 -0.0025

The program warned: the cutoff lies below the one the program advises for these potential files; the forces do not sum to zero within the program's tolerance; the exchange-correlation potential is rough where the density is thin.
